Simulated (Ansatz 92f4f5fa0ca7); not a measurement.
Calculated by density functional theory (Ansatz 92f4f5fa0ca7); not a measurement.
Periodic cell of 215 atoms, Si131O82As2, from a study of silicon, its oxide and their interface. The atomic structure is a simulated model.
Doubt: the cutoff is far below the 930 eV that the study's wrapper takes by default for these files, so forces and energies are approximate.

Settings: functional PBE; potential files Ansatz PAW; basis plane waves; wave-function cutoff 580 eV; density cutoff ratio 5; exchange-correlation grid ratio 1; k mesh 1 x 1 x 1, Gamma-centred; self-consistency stop 5e-08 eV per atom in the density residual; occupations fixed; spin none; net charge 0.

Cell vectors (angstrom)
a 10.938 0 0
b 0 10.938 0
c 0 0 31.5432

Atoms and the computed forces on them: element, x, y, z (angstrom), force x, y, z (eV/angstrom)
Si 10.44 0.571 24.3401 0.007 0.0069 -0.009
Si 6.0461 10.4977 24.1423 -0.0007 0.0221 0.0033
Si 2.134 3.2432 24.0872 -0.0006 -0.0121 -0.0005
Si 8.7087 2.2546 24.3039 -0.0234 -0.0021 0.0037
Si 0.504 5.0498 24.159 -0.0023 0.0175 -0.0021
Si 5.0554 5.8933 24.1955 0.0172 -0.0144 -0.0141
Si 3.3982 7.6473 24.1505 -0.0068 0.0026 -0.0117
Si 7.833 8.8251 23.9952 0.0088 -0.0096 -0.0062
Si 1.3489 1.4721 25.4559 -0.0197 0.0236 0.0343
Si 6.9162 1.3039 25.4838 0.0171 -0.0194 0.0461
Si 4.032 4.0983 25.3255 -0.0216 0.0112 0.0155
Si 9.6645 4.0995 25.4102 0.0189 -0.0213 0.0317
Si 1.4971 6.8156 25.3554 0.0069 -0.0117 0.0255
Si 6.8988 6.9446 25.2447 -0.0118 0.013 0.0037
Si 4.2274 9.5321 25.3314 0.0064 -0.0129 0.014
Si 9.5361 9.6361 25.432 -0.0371 0.0125 0.0429
Si 2.7848 -0.0035 26.649 0.001 0.0173 -0.071
Si 8.2182 -0.0263 26.9274 0.0057 -0.0045 0.0946
Si 0.0131 2.7691 26.9039 0.0102 0.0008 0.0925
Si 5.454 2.7317 26.6699 -0.0024 -0.0045 -0.0582
Si 2.7547 5.4397 26.825 0.0055 -0.0043 0.0525
Si 8.226 5.5187 26.6345 0.0096 0.0097 -0.0687
Si 0.0449 8.2027 26.6533 0.0069 0.0197 -0.0633
Si 5.5462 8.1987 26.7847 0.0144 0.0029 0.0406
Si 4.1181 1.3573 28.0712 0.001 0.0149 0.0337
Si 9.5872 1.3732 28.2344 -0.0128 0.0068 -0.1798
Si 1.3884 4.125 28.232 -0.003 -0.0237 -0.1819
Si 6.8409 4.1306 28.0255 0.0167 -0.0412 0.0718
Si 4.151 6.8243 28.1339 -0.0564 0.0234 -0.0371
Si 9.603 6.8422 28.0516 -0.005 -0.003 0.0559
Si 1.4028 9.575 28.0452 -0.0131 -0.0087 0.0701
Si 6.8374 9.5393 28.2317 0.0282 0.0542 -0.1702
Si 0.0386 -0.0261 29.4995 0.0162 -0.0332 -0.0129
Si 5.4565 0.0077 29.5022 -0.0027 0.011 0.0313
Si 2.7613 2.7096 29.5012 0.0143 -0.0203 0.0081
Si 8.1796 2.764 29.4884 -0.0286 0.0276 0.0105
Si -0.0135 5.4924 29.5048 -0.0131 0.0027 0.0387
Si 5.4953 5.4526 29.4867 0.0121 -0.0166 -0.0195
Si 2.7481 8.2007 29.4679 0.0085 -0.0148 -0.0059
Si 8.241 8.1692 29.5027 0.0189 -0.0263 0.0082
Si 1.3673 1.3673 30.8594 0.1993 -0.0428 0.129
Si 6.8362 1.3673 30.8594 -0.1492 0.1327 -0.0565
Si 4.1018 4.1018 30.8594 0.119 -0.1125 0.0266
Si 9.5708 4.1018 30.8594 -0.139 0.1445 -0.0296
Si 1.3673 6.8362 30.8594 -0.0002 0.1963 -0.0893
Si 6.8362 6.8362 30.8594 0.1388 -0.1767 0.077
Si 4.1018 9.5708 30.8594 -0.15 0.0584 -0.0408
Si 9.5708 9.5708 30.8594 0.1751 -0.1099 0.0712
Si 2.7345 0 0.6835 0.0418 -0.2181 0.0249
Si 8.2035 0 0.6835 -0.1548 0.0662 -0.085
Si 0 2.7345 0.6835 -0.0874 0.1207 -0.0715
Si 5.469 2.7345 0.6835 0.162 -0.1091 0.0197
Si 2.7345 5.469 0.6835 -0.1638 0.0109 -0.078
Si 8.2035 5.469 0.6835 0.0688 -0.2301 0.1252
Si 0 8.2035 0.6835 0.238 -0.0876 0.0746
Si 5.469 8.2035 0.6835 -0.053 0.1126 -0.0473
Si 4.1323 1.3312 2.0416 -0.0028 0.0099 -0.0132
Si 9.5487 1.3764 2.0345 -0.0229 0.0704 -0.0136
Si 1.344 4.1191 2.0576 -0.0336 0.0401 -0.0537
Si 6.8592 4.0638 2.0575 0.0429 -0.0502 -0.0646
Si 4.0875 6.8473 2.0353 -0.0625 0.0318 -0.0149
Si 9.6016 6.8041 2.0503 0.0158 -0.0207 -0.0296
Si 1.384 9.5523 2.0577 0.0535 -0.0057 -0.0659
Si 6.8474 9.5556 2.0587 0.0126 -0.0096 0.0161
Si -0.056 -0.0313 3.3373 0.1004 -0.104 0.1508
Si 5.4829 -0.0302 3.4686 -0.0285 0.0262 0.0091
Si 2.7102 2.696 3.3218 0.019 0.0006 0.2635
Si 8.2043 2.6872 3.4923 -0.0719 0.0289 -0.0924
Si -0.0142 5.4589 3.5141 0.0164 -0.0049 -0.034
Si 5.4723 5.4708 3.3256 0.0938 -0.0819 0.1942
Si 2.7431 8.1864 3.4758 -0.0101 0.076 -0.0887
Si 8.2426 8.1708 3.3813 -0.0511 -0.0046 0.0868
Si 1.3056 1.3437 4.6625 -0.0348 0.0555 0.0805
Si 6.8924 1.2669 4.8777 0.0871 0.0777 0.0429
Si 4.0711 4.0861 4.644 -0.0442 0.0591 0.0545
Si 9.536 4.0774 4.8955 -0.0372 -0.1413 0.0695
Si 1.3408 6.8725 4.8876 0.1332 0.0536 0.0325
Si 6.8616 6.7871 4.6951 -0.0266 -0.0024 -0.0579
Si 4.1334 9.5194 4.8524 -0.0735 -0.1089 0.0567
Si 9.5864 9.5433 4.7562 -0.0175 0.024 -0.0325
Si 2.5818 -0.0925 6.0512 0.0776 -0.1957 -0.087
Si 8.2437 -0.1519 6.2691 -0.0479 -0.0561 -0.0405
Si -0.0394 2.625 6.1697 0.1769 0.0499 -0.1815
Si 5.5197 2.7958 6.0217 0.2129 -0.0389 -0.0561
Si 2.7607 5.45 6.1012 -0.0774 -0.1693 -0.1252
Si 8.1172 5.4398 6.2111 0.0067 0.0254 -0.0342
Si -0.0031 8.283 6.2578 0.0072 0.016 -0.0465
Si 5.5809 8.1359 6.1481 0.0495 0.0434 -0.0435
As 3.5411 1.8721 6.9837 -0.2561 0.1588 -0.1881
Si 10.0121 0.8248 7.4918 0.003 0.0587 0.0794
As 1.6979 3.7027 7.4596 0.3257 -0.1886 0.6428
Si 6.235 4.546 7.4011 -0.0441 0.0655 -0.0204
Si 4.6404 6.3163 7.2652 -0.0335 -0.065 0.0203
Si 9.1709 7.1899 7.3703 0.0135 -0.0111 0.0306
Si 0.8718 10.1412 7.5431 0.0027 0.0024 0.0074
Si 7.4098 8.8835 7.4988 -0.0034 0.0139 0.0082
O 4.5792 6.6354 8.8859 0.0005 -0.0105 -0.0197
O 0.8444 4.1177 9.0947 -0.3208 0.362 0.356
O 9.7393 6.5899 8.8125 -0.0216 0.0145 0.0008
O 1.2729 10.119 9.1662 0.0104 0.0047 -0.0292
O 6.0679 4.2362 9.028 0.0042 -0.0153 -0.0236
O 3.5773 1.5449 8.7573 0.006 0.0281 -0.2135
O 7.1123 8.9827 9.1401 0.0114 0.0128 0.05
O 9.6224 1.0669 9.0881 0.0124 -0.0109 -0.0135
O 8.2485 2.5277 22.7435 0.0003 -0.0006 0.0149
O 11.0061 5.5446 22.6366 -0.0022 -0.0038 0.0142
O 5.6419 0.0764 22.6264 0.0001 -0.0045 0.017
O 5.3043 5.3962 22.6336 -0.0063 0.0052 0.0203
O 2.1494 2.7942 22.4842 -0.0006 0.0013 0.0042
O 3.3367 7.8478 22.4969 0.0053 0.0027 0.0247
O 8.3802 8.7433 22.4149 -0.007 0.0054 0.0135
O -0.1671 11.233 22.7515 -0.0011 0.0047 0.0167
Si 2.1377 3.0507 12.9074 -0.0094 0.0494 -0.0561
Si 8.6548 1.3122 10.3746 0.0057 0.0007 0.0062
Si 1.0496 4.5326 15.3701 0.0042 0.0127 -0.0109
Si 7.4882 5.5942 12.208 0.015 0.0186 -0.0093
Si 2.4157 8.1852 21.2029 -0.0104 0.0043 -0.0248
Si 5.3563 7.7858 12.4679 -0.0127 -0.0175 0.0016
Si 9.2281 0.4807 15.5198 -0.0116 -0.0053 0.016
Si 2.8972 -0.0256 16.6529 -0.0066 0 -0.0051
Si 10.4349 1.2388 12.6422 0.0121 -0.0016 0.0071
Si 7.7686 2.8302 21.2343 0.0072 0.0089 -0.0341
Si 9.1099 8.8113 14.472 -0.0088 -0.0004 0.0055
Si 1.3168 4.8934 10.4498 -0.1109 -0.1252 -0.3095
Si 4.4782 9.4956 19.1235 0.0008 0.0061 -0.0126
Si 11.0742 6.1025 21.1097 -0.0014 0.0003 -0.0251
Si 6.5864 10.4652 14.8456 0.0173 -0.0056 0.0106
Si 5.393 0.7316 21.1673 -0.0095 0.0008 -0.0318
Si 2.3176 9.8083 10.394 -0.0367 -0.0781 0.0053
Si 0.4312 10.6323 21.3865 0.0069 0.0008 -0.0227
Si 5.8608 5.2503 21.1249 0.0008 0.0055 -0.0253
Si 3.605 7.0925 10.0859 -0.0646 -0.073 0.0336
Si 9.028 5.7051 14.8283 0.0097 0.0104 -0.0029
Si 3.6629 4.0824 19.1015 -0.0064 0.0056 -0.0094
Si 10.024 3.6685 19.317 -0.0069 0.0024 -0.0079
Si 4.2231 8.6766 15.3582 -0.008 0.0041 0.0101
Si 0.4346 1.931 17.1584 0.0035 0.0047 -0.0013
Si 6.7885 7.539 19.2437 -0.0025 -0.0016 -0.0087
Si 5.2291 3.6384 16.7287 -0.0024 0.0114 0.0034
Si 7.773 5.0203 17.5181 -0.0023 0.0038 -0.0129
Si 6.6411 9.9267 10.3864 -0.0349 -0.0179 -0.0239
Si 4.3329 1.0473 10.0918 0.028 -0.0167 -0.1318
Si -0.0784 9.164 11.9205 -0.0082 -0.0545 0.001
Si 9.0994 8.6332 20.9407 -0.0005 0.0029 -0.0187
Si 4.5272 1.6881 14.5615 -0.0132 0.0096 0.0089
Si 2.4479 2.0805 21.0498 -0.0001 0.0059 -0.0181
Si 6.3009 3.3375 10.3684 0.0573 0.0255 0.0078
Si 3.4041 5.9331 16.7573 -0.0062 0.0042 -0.0055
Si 9.8002 6.6715 10.4327 0.0351 -0.0504 -0.0191
O 0.1278 2.6416 18.5914 -0.0063 0.0056 0.0049
O 2.8938 9.6424 15.5846 -0.0043 0.0023 0.0004
O 10.8525 4.8168 20.1332 0.0011 0.0067 0.0077
O 7.5368 2.3879 9.9217 -0.0312 0.022 0.0296
O 10.9012 5.6251 11.0648 0.0142 0.0099 0.0346
O 6.5083 6.7123 12.8899 -0.0079 0.0108 -0.0016
O 10.1471 8.2379 10.7858 -0.0083 0.0425 -0.0028
O 7.6449 9.4786 14.0034 -0.0146 0.0047 -0.011
O 8.3208 6.2842 10.9911 -0.0321 0.0064 0.015
O 5.3578 10.4953 20.054 -0.002 0.0065 0.0062
O 2.0995 3.8399 11.4617 -0.0069 -0.0096 0.0707
O 7.9698 8.5491 19.7605 0.0042 0.0027 0.0035
O 6.2005 6.7272 20.5371 -0.0045 -0.0018 0.0049
O 5.4832 2.7339 15.3964 -0.0021 -0.0007 -0.0054
O 1.309 0.9225 20.7 -0.0055 0.0004 0.0065
O 6.0233 9.0369 11.6209 0.0022 0.0251 -0.0111
O 4.5647 4.9942 16.1029 0.0034 0.0035 -0.0004
O 6.5685 3.9286 17.6176 -0.0015 -0.0007 -0.0014
O 10.5601 10.7537 11.8604 -0.0159 0.0153 -0.0145
O 5.5583 0.5163 13.9822 -0.005 0.0025 -0.0156
O 8.0177 5.102 15.9258 -0.0093 -0.0048 0.0087
O 9.6988 9.843 15.6025 0.0027 0.0048 -0.0033
O -0.4087 5.1703 15.0972 -0.005 -0.0024 0
O 1.5681 6.8423 20.7909 -0.0023 0.0039 0.0074
O 1.4853 0.6532 17.1739 -0.0031 0.0016 0.0012
O 6.5948 1.777 20.8045 -0.0006 0.0016 0.009
O 0.9594 1.9084 12.8873 -0.0143 -0.0152 0.0025
O 3.2622 5.51 18.3547 -0.0011 0.0023 -0.001
O 9.4783 2.0473 11.5941 -0.0133 0.0081 -0.0121
O 0.9757 3.1125 16.1719 -0.0072 0.0002 -0.0036
O 8.5467 5.1646 13.3703 -0.0091 -0.0067 -0.0036
O 10.2686 8.6309 13.3349 -0.0039 0.0136 -0.0032
O 1.4465 9.3985 21.6913 -0.0027 0.0003 -0.0025
O 10.0807 9.9328 20.6091 -0.0038 0.0009 0.0048
O 3.1567 0.1993 10.9062 0.0565 0.1141 -0.0717
O 5.0205 2.3806 10.7863 -0.0833 -0.0671 -0.0161
O 1.8039 4.2264 13.9717 -0.0089 0.0052 0.0303
O 7.9027 10.8636 10.8701 -0.0072 0.0078 0.0018
O 9.1144 4.4605 18.2265 -0.001 -0.0015 0.0033
O 5.6049 9.5067 15.7594 -0.0009 0.0047 -0.006
O 5.5111 -0.0208 9.7619 -0.0321 0.0355 -0.0008
O 3.5716 2.3388 13.374 -0.0006 -0.0052 0.0092
O 1.9214 5.6748 16.1335 0.004 -0.0035 0.0039
O 9.6665 1.0962 14.0681 -0.0023 0.0074 -0.0067
O 4.3264 6.9504 11.5272 0.0091 0.0126 0.0061
O 4.7684 4.4649 20.2241 0.0007 0.0035 0.0059
O 9.9226 1.3538 16.6795 -0.0009 0.0004 -0.0046
O 6.6477 4.3081 11.6405 -0.0006 -0.0201 -0.0175
O 5.5778 8.411 18.573 -0.0043 0.0049 0.002
O 9.0768 2.734 20.2663 -0.0018 0.0023 0.0005
O 3.5771 1.1452 15.7627 0.0017 0.0059 -0.0019
O 4.2018 3.0813 17.8995 -0.0001 -0.0001 -0.0021
O 9.9129 7.2204 20.8961 0.0018 0.0004 0.0036
O 3.3178 8.672 9.7973 -0.0045 0.0234 0.0148
O 3.9107 7.4378 16.3818 -0.0009 0 -0.0057
O 7.5926 0.497 15.7155 -0.0036 0.0078 -0.0046
O 8.9064 7.3176 15.0392 -0.0046 0.0098 -0.0101
O 3.9324 1.4341 21.1579 0.006 0.0017 0.0045
O 1.5439 9.1149 11.6756 0.0209 0.0286 -0.0272
O 2.296 6.1468 10.0714 0.0371 0.0368 0.0117
O 7.3504 6.47 18.1416 -0.0048 0.0052 0.0034
O 7.2316 4.3681 21.1273 -0.0017 -0.0061 0.0083
O 4.4923 8.2513 13.79 0.0076 0.0007 -0.0131
O 3.3264 8.6783 19.9508 -0.0033 -0.0028 0.005
O 2.4955 3.2405 19.8833 0.0004 -0.0006 0.0033
O 3.7341 10.3807 17.9617 -0.0002 -0.0007 0.0001

Results
free energy: -139623.473 eV
free energy less fixed offsets of As -4856.12, O -568.88, Si -635.61 eV per atom: 1.837 eV

The program warned: the cutoff lies below the one the program advises for these potential files; the exchange-correlation potential is rough where the density is thin.
